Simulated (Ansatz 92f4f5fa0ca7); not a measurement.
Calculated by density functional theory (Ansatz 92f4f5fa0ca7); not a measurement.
Periodic cell of 195 atoms, Si117O78, from a study of silicon, its oxide and their interface. The atomic structure is a simulated model.

Settings: functional r2SCAN; potential files Ansatz norm-conserving; basis plane waves; wave-function cutoff 1300 eV; density cutoff ratio 4; exchange-correlation grid ratio 1; k mesh 2 x 2 x 1, shifted by 0.5 0.5 0.5 of a step; self-consistency stop 5e-08 eV per atom in the density residual; occupations Fermi-Dirac, 0.05 eV; spin none; net charge 0.

Cell vectors (angstrom)
a  11.5403  0  0
b  0  11.5403  0
c  -1.4074  5.5949  26.3564

Atoms: element, x, y, z (angstrom)
Si  12.329  -0.7677  1.2412
Si  10.7008  3.9002  -0.1015
Si  12.6716  6.9687  0.9966
Si  3.3198  -0.7468  -2.7481
Si  0.9889  1.3555  2.4601
Si  3.1669  6.49  -0.2802
Si  4.8911  -0.5225  1.0374
Si  6.8816  3.1718  0.0839
Si  6.9013  5.7835  0.1088
Si  -1.1463  -0.6199  -0.2483
Si  1.113  5.1915  2.632
Si  -0.8934  6.3132  -0.1076
Si  6.8225  0.4795  -0.0641
Si  4.8914  3.3244  1.3171
Si  4.9903  9.0021  2.3377
Si  8.616  -0.3927  1.2772
Si  8.8701  3.2991  1.3193
Si  8.7555  6.8835  1.2322
Si  1.1338  3.3851  1.135
Si  3.1265  4.0742  -0.1245
Si  1.0231  8.8451  2.4691
Si  4.8362  1.3246  2.5525
Si  4.9289  5.1503  2.7287
Si  4.998  6.8969  1.1645
Si  8.8233  1.4218  2.6971
Si  8.8106  5.1213  2.7704
Si  8.6833  9.0032  2.4124
Si  10.7452  1.4101  4.0113
Si  10.7541  5.1325  4.0811
Si  10.6257  8.9623  3.7987
Si  2.8876  1.3424  3.8903
Si  2.9944  5.1325  4.0447
Si  3.0213  9.0037  3.7182
Si  6.8074  1.3909  3.9363
Si  6.8465  5.0864  4.079
Si  6.8125  8.9875  3.835
Si  10.7177  -0.6216  5.1803
Si  10.7195  3.2343  5.5205
Si  10.6527  7.1321  5.2728
Si  2.8626  -0.6318  5.1425
Si  2.9829  3.1949  5.4047
Si  3.0534  7.156  5.1854
Si  6.8775  -0.5975  5.181
Si  6.8147  3.1938  5.4823
Si  6.7588  7.0876  5.2754
Si  1.0006  10.9425  6.6661
Si  1.1385  3.2223  6.8613
Si  1.1285  7.224  6.4781
Si  4.8522  10.9849  6.3562
Si  4.8771  3.164  6.8489
Si  4.8614  7.0065  6.688
Si  8.8428  10.9374  6.5741
Si  8.7357  3.1886  6.8822
Si  8.6879  7.0506  6.5806
Si  1.1421  1.2307  8.2465
Si  1.1769  5.3702  7.8731
Si  1.0811  8.9987  7.9904
Si  4.8418  1.0772  8.0162
Si  4.8487  5.1055  8.2231
Si  4.8269  9.1189  7.6908
Si  8.7862  1.1737  8.1701
Si  8.7399  5.242  8.128
Si  8.7481  8.9796  7.8692
Si  10.7367  1.1848  9.5946
Si  10.8122  5.8149  9.137
Si  10.4586  8.4748  11.3768
Si  3.0715  0.485  9.5437
Si  2.8764  5.6003  9.4843
Si  3.0801  9.482  9.1987
Si  7.5387  3.822  11.8974
Si  6.7992  5.6842  9.4598
Si  6.7369  9.5637  8.9391
Si  10.5062  10.8468  11.065
Si  10.5128  2.8663  11.3893
Si  10.6443  8.2393  9.0919
Si  3.8301  7.5969  10.486
Si  3.8164  0.9494  11.8237
Si  2.6856  7.7967  12.5074
Si  8.0951  8.2851  12.1079
Si  6.768  0.4382  9.2782
Si  6.3557  7.8308  10.4367
Si  3.1058  10.8375  13.2599
Si  4.2403  10.3432  15.8995
Si  7.459  5.8942  14.0981
Si  10.2037  12.7477  13.1255
Si  7.8401  11.1781  12.4284
Si  3.5568  3.0969  14.1793
Si  11.3854  7.8577  15.2636
Si  11.92  4.8988  11.1221
Si  11.9977  6.9252  12.4191
Si  1.7629  2.9269  16.4745
Si  1.3227  10.5677  15.4843
Si  6.1741  12.4914  11.5252
Si  8.4328  10.018  21.6789
Si  5.6511  13.0213  23.889
Si  1.3404  7.4446  24.496
Si  6.2249  3.4981  18.4122
Si  6.1215  8.5103  17.4856
Si  11.312  6.9758  18.0291
Si  4.5733  5.9976  17.6937
Si  9.8963  8.8011  19.7143
Si  10.9451  12.835  16.12
Si  8.8233  7.0973  16.4343
Si  1.959  4.9591  18.7157
Si  4.3635  1.688  16.7426
Si  7.2007  15.958  21.1905
Si  4.3527  6.0677  14.586
Si  8.5151  12.4312  23.2739
Si  7.634  10.5572  18.9944
Si  9.6584  14.0939  20.8833
Si  6.6396  4.1777  24.2816
Si  1.3022  5.2336  26.4085
Si  8.2711  7.177  21.5143
Si  8.55  1.6595  18.1074
Si  9.8527  7.3324  24.1686
Si  2.8151  13.6724  23.3488
Si  1.1557  14.9016  21.2139
O  11.4257  7.4289  23.7755
O  9.6077  6.2985  25.3846
O  1.2537  6.8492  26.0185
O  9.0943  6.7586  22.845
O  3.4929  2.3288  12.7512
O  6.7699  4.8342  10.8909
O  7.6398  9.6417  12.987
O  11.055  11.4703  12.5143
O  13.569  4.6838  10.6694
O  2.5738  9.4392  12.6214
O  6.7157  13.9854  11.9523
O  2.0791  3.1107  14.8882
O  3.4945  7.2221  13.8336
O  5.931  6.3351  14.3804
O  10.7861  13.1961  14.5576
O  8.6827  12.1666  13.4337
O  9.055  3.6592  11.3246
O  8.1106  6.9926  13.1072
O  9.0434  12.6884  24.7755
O  2.4675  -0.977  -4.1109
O  5.5553  11.7311  24.852
O  10.7051  3.1529  -1.6119
O  1.8745  8.9558  24.6997
O  5.8324  2.8411  24.7773
O  7.233  -0.0914  -1.5922
O  7.5915  8.6245  21.8521
O  1.953  3.8273  19.8802
O  12.1713  5.8927  18.8779
O  9.3476  13.289  19.5131
O  1.896  13.6589  21.986
O  2.3405  6.4278  23.6674
O  8.7248  15.4172  20.9976
O  8.2932  5.8763  15.5017
O  7.6989  3.0322  17.8822
O  4.7923  11.6772  16.6382
O  1.9022  11.432  14.2233
O  5.2209  9.1267  16.2937
O  7.5295  7.9307  16.9326
O  8.8114  10.9654  11.0913
O  4.3452  10.484  14.2802
O  0.2455  2.5039  16.7806
O  5.2654  7.3582  18.2045
O  4.5879  2.4307  15.2915
O  11.2436  8.3475  18.942
O  2.6614  10.1109  16.3277
O  2.7731  1.8019  17.0843
O  9.772  6.5077  17.6428
O  11.5507  6.8106  14.0374
O  1.9463  4.3252  17.2374
O  9.5295  12.8603  16.8792
O  7.5369  11.9364  18.1731
O  3.3762  5.7512  18.769
O  3.1056  15.2742  23.6408
O  7.6159  10.9084  20.5833
O  9.2036  7.3988  20.1961
O  5.7403  4.8632  17.7031
O  5.1716  2.3421  17.9867
O  7.5651  4.4391  13.4072
O  0.5583  9.2575  14.9193
O  6.3701  9.6415  18.6085
O  -0.3344  14.5022  20.7842
O  3.9944  4.6327  13.921
O  6.2653  3.7503  20.0293
O  4.0074  6.1126  16.1747
O  6.6359  15.642  22.6625
O  8.9982  9.6969  18.6787
O  -1.9625  -1.4466  -1.46
O  11.7827  11.4465  16.3214
O  9.7975  8.0948  15.5777
O  6.9804  12.8786  22.9745
O  9.956  9.6941  21.0945
O  4.2815  13.0565  23.0129
O  7.2045  17.5832  21.0833
O  3.4878  7.2814  -1.776
O  9.4666  13.1668  22.193
O  8.5689  10.8278  23.0459
O  12.0753  7.2613  16.6233
O  1.0299  4.4952  24.9299

Results
free energy: -49985.389 eV
free energy less fixed offsets of O -463.61, Si -117.95 eV per atom: -23.659 eV
pressure: -1.80 GPa
stress xx, yy, zz, yz, xz, xy (GPa, positive in tension): 2.14, 1.88, 1.38, 0.09, 0.06, -0.06

Forces (eV/angstrom), in the order of the atoms: element, x, y, z
Si  -0.0537  0.1655  0.0221
Si  0.1352  -0.5591  -0.3821
Si  -0.0753  -0.0647  0.0362
Si  0.0877  -0.236  -0.5304
Si  -0.1219  0.2045  -0.1088
Si  0.3265  0.7587  -0.6249
Si  -0.1055  0.3155  -0.1164
Si  -0.137  0.1301  0.7627
Si  -0.0245  0.3792  -0.9377
Si  -0.4193  0.4187  -0.1556
Si  -0.0254  -0.1711  -0.0369
Si  -0.1441  0.6135  -0.3082
Si  0.1811  -0.2545  -0.907
Si  0.1646  -0.2541  -0.1207
Si  0.0792  0.0419  -0.0545
Si  0.1399  0.0752  -0.0084
Si  -0.189  -0.276  -0.0768
Si  0.101  -0.272  -0.093
Si  -0.0596  -0.0101  -0.111
Si  0.0288  -0.559  -0.289
Si  0.0883  -0.1261  -0.1113
Si  -0.2745  0.0574  0.3434
Si  -0.1297  -0.1241  0.3239
Si  0.0603  -0.1859  -0.0845
Si  0.1729  0.1555  0.2803
Si  0.0509  0.0229  0.3143
Si  -0.1409  -0.0897  -0.1245
Si  -0.0347  -0.0856  -0.027
Si  0.0181  0.0142  -0.1367
Si  0.0445  0.0002  0.1037
Si  0.096  -0.1524  -0.0949
Si  0.02  -0.0054  -0.1733
Si  -0.0327  -0.0041  0.0454
Si  0.0673  0.0008  -0.1331
Si  -0.0559  0.169  -0.1029
Si  -0.0068  0.0168  0.1299
Si  0.0372  0.1454  0.0162
Si  0.0026  -0.0709  0.0626
Si  -0.1218  0.0257  0.0542
Si  0.1038  0.1562  0.0226
Si  -0.0525  -0.0399  -0.1187
Si  0.0044  -0.1483  0.0516
Si  0.0053  0.0726  0.0575
Si  -0.0295  -0.0748  0.0018
Si  0.1102  -0.1898  -0.0118
Si  0.1573  -0.1081  -0.026
Si  0.1357  -0.0632  0.1684
Si  0.1037  -0.0064  -0.0515
Si  -0.1687  -0.2052  -0.2916
Si  0.0027  -0.1304  0.0127
Si  -0.1492  0.0922  -0.0135
Si  -0.037  -0.0566  -0.0881
Si  0.0093  0.1033  0.0383
Si  -0.0415  -0.0112  0.0322
Si  -0.0391  -0.0397  -0.0367
Si  -0.1115  0.048  -0.2814
Si  -0.0058  0.163  0.2522
Si  0.2261  0.0578  0.2811
Si  0.0692  0.0572  -0.1915
Si  0.1453  0.2183  -0.1168
Si  0.0106  -0.0157  0.1226
Si  0.0303  -0.0532  -0.0598
Si  0.0375  0.0944  0.0423
Si  0.0411  0.0175  -0.494
Si  -0.0453  0.0442  -0.0055
Si  -0.138  0.4259  -0.0966
Si  0.0436  -0.0986  -0.4451
Si  -0.3002  -0.2826  0.3136
Si  -0.0577  0.0333  0.0773
Si  -0.1017  0.3995  -0.0599
Si  0.039  -0.1799  0.4103
Si  -0.0479  0.0864  0.1042
Si  -0.5124  -0.2484  0.876
Si  -0.2873  -0.0173  0.1423
Si  0.1146  -0.4781  -0.0125
Si  0.1332  0.2352  0.1945
Si  -0.1401  0.6809  0.1368
Si  0.6408  0.1986  0.1647
Si  -0.412  -0.3689  0.4531
Si  -0.3449  0.0513  -0.315
Si  -0.0127  0.0235  0.127
Si  -0.2779  -0.6028  0.4645
Si  0.0547  -0.1745  0.2979
Si  0.1535  0.2339  0.3243
Si  0.5242  -0.0628  0.4072
Si  0.2258  -0.5914  0.0049
Si  -0.0212  0.091  0.278
Si  -0.0258  -0.067  0.3131
Si  0.5778  -0.1237  -0.5723
Si  -0.4405  0.2631  0.944
Si  -0.1431  0.1286  0.3078
Si  0.0934  -0.0674  0.2247
Si  0.2183  0.081  -0.3572
Si  -0.1233  0.066  0.0191
Si  -0.1671  -0.1589  -0.1519
Si  0.1916  -0.0981  -0.169
Si  0.0603  -0.0236  0.1252
Si  0.0391  -0.0209  0.1741
Si  0.0031  -0.0516  0.2944
Si  0.0091  0.0972  0.2734
Si  0.198  -0.1505  -0.1263
Si  -0.0745  0.1573  0.4133
Si  -0.0933  0.0285  0.192
Si  -0.0406  -0.0108  0.2096
Si  0.0528  -0.1362  0.3438
Si  0.0572  0.1588  -0.3725
Si  -0.0959  0.1074  0.1685
Si  0.0692  -0.1109  -0.3808
Si  -0.1689  0.0714  0.0213
Si  0.235  0.1027  -0.1278
Si  -0.024  -0.0418  -0.1263
Si  -0.0385  -0.0004  -0.5972
Si  -0.2653  0.0211  -0.3595
Si  -0.078  0.0707  0.0377
Si  -0.2176  -0.1113  -0.1468
Si  0.0514  -0.017  -0.2962
Si  -0.1959  -0.1097  -0.0828
O  0.01  0.0043  0.3712
O  -0.0334  -0.0967  -0.1718
O  -0.0315  -0.1849  -0.2225
O  0.1314  0.2439  0.3335
O  0.2491  -0.3981  -0.1788
O  0.1824  -0.2129  0.0066
O  0.2634  -0.065  -0.4324
O  -0.3434  0.4341  -0.0924
O  -0.355  0.3815  -0.0918
O  0.029  -0.0404  0.1643
O  -0.0044  0.1543  0.0648
O  0.2559  -0.0947  0.0499
O  -0.3314  -0.012  -0.2232
O  0  -0.1318  -0.0319
O  -0.0844  -0.2422  0.0045
O  0.2402  0.1049  -0.3163
O  -0.3161  -0.1325  0.009
O  0.1916  0.144  0.0813
O  -0.0078  -0.2533  0.2548
O  0.2522  -0.0798  0.2983
O  0.0293  0.2804  0.1544
O  0.0904  0.1169  0.2184
O  -0.1837  0.109  0.3815
O  0.1702  0.0838  -0.042
O  0.0213  -0.0785  0.4397
O  0.4562  0.0506  -0.032
O  -0.0699  0.134  -0.0063
O  0.1126  0.0184  -0.2445
O  -0.1612  0.0576  -0.0184
O  0.0585  0.2632  0.27
O  -0.3492  -0.0086  0.3471
O  -0.2264  -0.168  0.1094
O  -0.1174  0.1589  -0.3353
O  -0.1353  -0.1925  0.1278
O  -0.2113  0.0901  -0.2257
O  0.1258  -0.1409  -0.0717
O  -0.1199  0.0754  -0.0107
O  0.0112  -0.0985  -0.0501
O  0.4096  0.2295  0.3163
O  -0.2374  0.1902  0.0254
O  0.1912  -0.2234  -0.3026
O  0.0271  -0.0856  -0.3228
O  -0.2754  0.0216  -0.2099
O  -0.2657  -0.1631  -0.1187
O  0.0333  0.1625  -0.392
O  0.1014  0.1849  -0.3393
O  0.2124  0.2908  -0.2399
O  0.1664  0.1728  -0.3439
O  0.098  -0.1794  -0.1122
O  0.1751  -0.0331  -0.124
O  0.1944  -0.0504  0.1124
O  -0.0758  -0.1451  -0.2716
O  -0.2918  -0.0142  0.0946
O  0.2933  -0.2681  -0.0105
O  -0.0507  0.2526  0.2466
O  -0.1591  -0.0258  -0.0174
O  -0.0314  0.0989  -0.2826
O  -0.0186  -0.1424  -0.3765
O  0.0241  0.0074  -0.05
O  0.2313  -0.0169  -0.159
O  0  -0.0011  0.0956
O  0.0063  -0.1173  0.0228
O  0.2239  0.0212  0.0189
O  0.1846  -0.0349  -0.1775
O  0.107  -0.0155  0.3808
O  -0.0723  0.0041  0.2977
O  0.1006  0.1045  0.1533
O  0.0097  0.0951  -0.3098
O  0.2038  -0.2188  -0.0615
O  0.0491  0.0377  0.2622
O  -0.52  -0.178  -0.1654
O  0.1137  0.0775  0.3595
O  0.239  -0.1032  0.1755
O  -0.1195  -0.3309  0.604
O  -0.2201  -0.0136  0.1155
O  0.0274  0.1034  -0.0423
O  -0.2659  0.0971  -0.1586
O  0.184  0.3381  0.4339
